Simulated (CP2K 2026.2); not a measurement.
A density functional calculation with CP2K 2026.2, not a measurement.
Periodic cell of 504 atoms, Si360O144, from a study of silicon, its oxide and their interface. The atomic structure is a simulated model.
Doubt: the forces sum to 2.52 eV/angstrom along one axis rather than to zero, so they err by at least 0.0050 eV/angstrom per atom on average; the grid cutoff is modest.

Settings
functional: PBE
method: Gaussian and plane waves
basis set: DZVP-MOLOPT-SR-GTH
pseudopotentials: GTH-PBE
grid cutoff: 350 Ry, relative cutoff 50 Ry
k points: Gamma only
occupations: fixed
spin: none
net charge: 0

Cell vectors (angstrom)
a	16.32	0	0
b	0	16.32	0
c	-3.1128	4.1833	34.4909

Atoms and the computed forces on them: element, x, y, z (angstrom), force x, y, z (eV/angstrom)
Si	1.686	14.718	0.12	-0.212	0.034	0.733
Si	1.231	5.156	34.487	-0.047	0.26	0.744
Si	-2.009	8.558	34.454	0.189	-0.225	0.737
Si	1.177	10.687	34.489	-0.086	0.125	0.731
Si	1.032	9.895	0.217	0.109	-0.191	0.727
Si	3.828	12.475	0.109	0.135	-0.105	0.775
Si	6.578	15.098	0.096	0.147	-0.089	0.735
Si	9.767	1.119	0.045	-0.094	0.118	0.765
Si	6.591	4.359	0.002	0.114	-0.161	0.782
Si	6.211	11.26	34.476	0.105	-0.169	0.796
Si	7.037	9.216	0.005	-0.089	0.177	0.798
Si	6.663	16.122	34.467	-0.144	0.15	0.777
Si	8.8	19.351	34.475	0.233	-0.097	0.73
Si	11.646	5.83	34.49	0.062	-0.223	0.724
Si	12.561	3.853	0.055	-0.181	0.022	0.766
Si	15.142	6.503	0.24	0.018	0.198	0.707
Si	12.119	9.889	0.182	-0.065	-0.188	0.688
Si	15.034	12.045	0.115	-0.093	0.322	0.62
Si	2.81	16.265	1.442	0	-0.002	-0.059
Si	5.437	2.694	1.23	0.001	0.001	-0.033
Si	2.709	5.416	1.34	0.003	0.014	-0.052
Si	5.432	8.107	1.306	0.017	0.006	-0.067
Si	2.681	10.948	1.459	0.018	0.004	-0.054
Si	5.411	13.589	1.437	-0.011	0.004	-0.051
Si	8.163	16.305	1.34	0.01	0	-0.034
Si	10.938	2.7	1.329	0.013	-0.017	-0.052
Si	8.165	5.499	1.325	-0.017	0.013	-0.04
Si	10.916	8.196	1.309	0	0.001	-0.04
Si	8.19	10.813	1.31	0.012	-0.012	-0.049
Si	10.818	13.589	1.331	0.002	-0.012	-0.048
Si	13.564	16.339	1.244	0.002	-0.023	-0.05
Si	0.026	2.75	1.319	-0.008	0.012	-0.075
Si	13.633	5.332	1.522	-0.01	-0.022	-0.036
Si	-0.039	8.189	1.424	-0.001	-0.003	-0.03
Si	13.566	10.994	1.591	-0.001	-0.011	-0.022
Si	-0.017	13.624	1.325	-0.011	0.015	-0.035
Si	1.384	1.363	2.668	-0.023	-0.009	0.005
Si	4.061	4.01	2.661	0.012	-0.001	0.02
Si	1.393	6.829	2.722	0.003	-0.012	0.005
Si	4.088	9.504	2.674	0.007	-0.009	0.004
Si	1.301	12.293	2.79	-0.007	-0.002	0.039
Si	4.113	14.94	2.847	-0.003	-0.013	0.043
Si	6.813	1.393	2.664	-0.003	0.014	0.015
Si	9.536	4.088	2.637	-0.016	-0.004	0.009
Si	6.792	6.802	2.733	0.018	0.01	0.03
Si	9.55	9.511	2.732	-0.01	-0.005	0.031
Si	6.824	12.19	2.676	0.018	0	0.013
Si	9.472	14.924	2.719	-0.001	0	0.028
Si	12.261	1.337	2.718	0.001	0.015	0.029
Si	15.028	4.015	2.826	0.021	-0.02	0.046
Si	12.227	6.796	2.701	-0.003	0.026	0.009
Si	14.915	9.509	2.815	-0.007	0.005	0.02
Si	12.196	12.375	2.823	-0.014	0.019	0.018
Si	14.943	15.012	2.643	-0.018	0.004	0.017
Si	-0.004	16.338	4.032	0.006	0.004	-0.003
Si	2.722	2.701	4.07	0.013	0.011	-0.003
Si	0.044	5.454	4.103	-0.016	0.011	-0.012
Si	2.748	8.169	4.081	-0.023	0.002	0.001
Si	-0.019	10.886	4.13	-0.004	-0.002	-0.018
Si	2.698	13.603	4.15	-0.005	0.014	0
Si	5.488	16.354	4.096	0.006	-0.003	-0.011
Si	8.173	2.741	4.028	-0.004	-0.015	-0.002
Si	5.424	5.4	4.036	0	0	-0.013
Si	8.164	8.162	4.087	0	0.001	-0.018
Si	5.45	10.855	4.047	-0.003	-0.001	-0.002
Si	8.138	13.565	4.08	-0.005	0.008	0.007
Si	10.868	16.302	4.056	0.009	-0.004	-0.021
Si	13.613	2.67	4.12	0.011	-0.004	-0.006
Si	10.865	5.436	4.047	0.003	-0.007	-0.003
Si	13.559	8.135	4.117	0.009	0	0.021
Si	10.868	10.907	4.105	-0.014	-0.011	-0.016
Si	13.615	13.698	4.106	0.011	-0.002	0.001
Si	1.363	14.984	16.276	0.009	-0.01	-0.01
Si	4.036	17.682	16.262	0.003	-0.011	-0.016
Si	1.344	4.075	16.34	0.001	-0.011	-0.001
Si	4.084	6.759	16.331	-0.002	-0.002	-0.004
Si	1.337	9.502	16.308	0.011	-0.003	-0.01
Si	4.061	12.227	16.262	-0.01	-0.001	-0.01
Si	6.812	14.955	16.247	0.001	0.01	-0.021
Si	9.54	17.699	16.315	0	-0.002	-0.004
Si	6.811	4.107	16.314	0.005	0.004	-0.007
Si	9.528	6.8	16.346	0.008	0.004	-0.006
Si	6.827	9.494	16.297	-0.004	0.006	-0.012
Si	9.547	12.235	16.323	-0.017	0.009	0.003
Si	12.256	14.977	16.331	0.007	-0.001	-0.007
Si	-1.362	17.725	16.339	0.005	0	-0.003
Si	12.261	4.112	16.342	0.006	0.027	-0.01
Si	-1.377	6.794	16.36	-0.001	-0.014	-0.009
Si	12.233	9.508	16.369	-0.002	0.004	0.003
Si	-1.379	12.233	16.331	-0.004	-0.008	0
Si	2.688	16.349	17.662	0.007	0.019	0.019
Si	5.394	2.732	17.575	0.005	0	-0.008
Si	2.69	5.429	17.709	0.017	0.014	0.024
Si	5.516	8.082	17.65	0.01	-0.009	-0.02
Si	2.729	10.845	17.627	-0.01	0.007	0.006
Si	5.4	13.634	17.568	0.004	-0.003	-0.01
Si	8.195	16.273	17.611	-0.012	-0.003	0.013
Si	10.877	2.777	17.679	-0.005	-0.009	-0.009
Si	8.17	5.453	17.721	-0.014	-0.015	-0.011
Si	10.888	8.125	17.742	0.001	-0.01	0.025
Si	8.186	10.851	17.654	0.007	-0.012	0.019
Si	10.905	13.611	17.69	0	0.006	0.009
Si	13.582	16.383	17.687	-0.001	-0.01	-0.001
Si	0.001	2.734	17.745	-0.019	0.006	0.005
Si	13.619	5.43	17.761	-0.009	0.012	0.006
Si	-0.027	8.171	17.702	0.012	0.003	-0.014
Si	13.586	10.879	17.731	0.01	0.002	-0.016
Si	0.015	13.623	17.615	0.008	0.008	0.014
Si	1.36	17.682	19.102	-0.005	-0.006	-0.021
Si	4.072	4.036	19.019	-0.001	-0.028	-0.042
Si	1.318	6.817	19.066	0.001	-0.01	-0.028
Si	4.133	9.441	18.913	-0.004	0.006	-0.037
Si	1.364	12.234	18.947	0.009	-0.005	-0.056
Si	4.053	14.967	18.966	0.004	-0.024	-0.015
Si	6.74	17.628	18.824	-0.004	-0.011	-0.05
Si	9.517	4.093	19.083	0.012	0.015	0.007
Si	6.837	6.779	19.141	-0.014	0.031	-0.002
Si	9.497	9.473	19.084	-0.009	-0.01	-0.032
Si	6.785	12.292	18.862	-0.002	-0.009	-0.028
Si	9.579	14.995	19.052	-0.003	0.018	-0.01
Si	12.219	17.773	19.055	0.026	-0.015	-0.019
Si	-1.323	4.095	19.158	0.009	0.004	-0.024
Si	12.249	6.761	19.144	-0.009	0.002	-0.027
Si	-1.38	9.512	19.097	-0.01	0.011	-0.002
Si	12.233	12.254	19.09	-0.009	0.012	-0.003
Si	-1.307	15.029	18.963	0.019	0.005	-0.024
Si	0.016	16.311	20.466	-0.015	-0.01	0.062
Si	2.737	2.704	20.452	0.003	0.024	0.052
Si	0.007	5.505	20.547	0.003	0.008	0.033
Si	2.781	8.146	20.326	0.005	-0.014	0.036
Si	-0.011	10.936	20.358	-0.007	0.019	0.06
Si	2.731	13.583	20.302	-0.01	0.011	0.051
Si	5.427	16.332	20.262	0.008	0.012	0.062
Si	8.042	2.642	20.18	-0.02	-0.019	0.046
Si	5.424	5.375	20.407	-0.01	-0.004	0.063
Si	8.183	8.12	20.576	0.021	0.017	0.053
Si	5.493	10.863	20.155	0.024	0.005	0.044
Si	8.125	13.592	20.263	0.002	0.009	0.019
Si	10.859	16.474	20.453	-0.017	-0.026	0.029
Si	13.617	2.705	20.492	0.01	-0.015	0.037
Si	10.882	5.375	20.547	-0.01	0.018	0.073
Si	13.603	8.174	20.518	-0.024	-0.013	0.058
Si	10.848	10.865	20.428	-0.001	-0.018	0.035
Si	13.645	13.709	20.303	-0.008	0.008	0.053
Si	1.166	14.645	21.679	0.089	0.214	-0.776
Si	4.31	17.79	21.714	-0.267	-0.108	-0.727
Si	1.633	4.327	21.763	-0.126	-0.157	-0.75
Si	3.859	6.528	21.693	0.068	0.164	-0.771
Si	1.689	9.834	21.512	-0.175	-0.132	-0.744
Si	3.971	11.993	21.478	0.102	0.239	-0.747
Si	6.997	15.187	21.537	-0.097	-0.179	-0.767
Si	9.084	17.52	21.679	0.312	0.124	-0.703
Si	6.515	3.679	21.597	0.046	0.218	-0.734
Si	9.847	7.006	21.906	-0.234	-0.136	-0.742
Si	6.952	9.824	21.65	-0.026	-0.247	-0.713
Si	9.182	12.014	21.608	0.158	0.037	-0.734
Si	12.546	15.333	21.596	-0.064	-0.041	-0.799
Si	-1.537	17.479	21.826	0.22	0.129	-0.726
Si	12.485	4.22	21.89	-0.329	-0.289	-0.68
Si	-1.641	6.584	21.908	0.371	0.293	-0.682
Si	12	9.328	21.795	0.12	0.178	-0.782
Si	-1.145	12.558	21.643	-0.093	-0.14	-0.768
Si	13.225	4.725	29.77	0.054	-0.071	0.084
Si	6.531	18.138	26.214	-0.034	0.124	0.042
Si	3.019	12.317	27.866	0.021	-0.054	-0.108
Si	10.011	18.166	29.409	0.123	0.044	0.132
Si	-1.042	8.258	31.436	-0.088	-0.02	0.221
Si	12.955	20.137	32.622	0.012	0.13	0.057
Si	7.42	12.556	25.899	0.038	0.012	-0.073
Si	-2.319	13.16	31.986	0.011	-0.088	0.077
Si	13.213	11.351	23.844	-0.06	0.038	-0.209
Si	5.591	7.93	26.721	0.066	-0.068	0.032
Si	8.31	10.495	29.446	-0.042	-0.065	0.068
Si	10.709	18.048	32.51	-0.115	-0.1	-0.017
Si	5.002	19.366	30.061	-0.044	0.064	-0.019
Si	9.671	5.598	24.752	0.04	0.003	-0.158
Si	7.691	9.469	32.348	-0.071	0.022	0.133
Si	-2.055	10.849	26.797	0.007	0.107	-0.113
Si	8.756	15.364	28.744	-0.005	-0.169	-0.031
Si	6.339	15.25	27.221	-0.117	0.045	0.129
Si	5.021	8.492	23.8	-0.094	0.025	-0.13
Si	12.797	7.526	29.698	0.046	0.118	-0.004
Si	8.249	3.081	23.901	-0.004	-0.013	-0.13
Si	10.958	12.588	32.688	0.109	0.03	0.174
Si	3.294	5.866	27.467	0.057	0.06	0.002
Si	-1.272	17.694	28.594	0	0.028	-0.055
Si	5.69	13.393	23.723	0.016	-0.075	-0.091
Si	12.889	8.157	26.923	-0.133	-0.026	-0.109
Si	2.043	9.145	24.319	0.062	0.003	-0.025
Si	10.043	13.819	26.338	-0.104	-0.021	0.121
Si	12.366	19.117	27.641	0.069	0.014	-0.014
Si	10.002	12.902	29.909	0.071	0.024	-0.087
Si	0.842	5.807	31.543	-0.063	-0.012	0.119
Si	12.381	4.359	24.927	0.005	-0.019	-0.096
Si	10.979	13.541	23.664	0.029	-0.093	-0.125
Si	10.356	8.386	28.369	0.069	0.035	-0.022
Si	-0.282	3.931	29.4	0.013	-0.037	-0.033
Si	12.509	13.091	28.076	-0.096	0.077	0.081
Si	3.708	5.684	30.608	-0.025	-0.059	0.005
Si	8.278	6.459	27.363	-0.027	0.022	-0.01
Si	3.806	14.571	26.023	0.011	0.031	-0.004
Si	2.459	15.193	32.37	0.039	-0.035	0.119
Si	0.938	10.291	26.794	-0.001	-0.071	-0.05
Si	0.883	7.338	26.318	-0.007	0.149	-0.096
Si	4.71	17.36	32.342	-0.032	-0.034	0.233
Si	1.188	13.475	30.036	-0.07	0.044	0.039
Si	-1.832	6.565	24.97	0.053	-0.001	-0.162
Si	3.796	19.175	27.178	0.029	-0.007	0.068
Si	0.761	18.889	26.933	0.008	0.036	0.031
Si	-1.56	14.685	29.389	0.097	-0.195	-0.048
Si	0.41	18.725	23.945	-0.053	-0.026	-0.164
Si	5.448	7.273	32.371	0.019	0.03	0.243
Si	2.563	16.363	23.881	0.086	-0.038	-0.128
Si	5.765	10.765	27.785	-0.037	0.128	-0.042
Si	-0.186	11.169	31.671	-0.027	0.049	0.142
Si	7.666	3.576	28.6	-0.009	-0.089	-0.005
Si	1.336	14.988	5.449	-0.015	0.007	0.01
Si	4.089	1.362	5.441	-0.004	-0.008	0.011
Si	1.389	4.079	5.446	-0.009	-0.004	0.009
Si	4.093	6.78	5.42	0.014	-0.009	0.002
Si	1.374	9.523	5.446	-0.002	-0.005	0.01
Si	4.089	12.215	5.436	0.006	-0.004	0.003
Si	6.813	14.957	5.442	-0.006	0	0.011
Si	9.516	1.365	5.401	0	-0.001	0.004
Si	6.803	4.075	5.41	-0.005	-0.001	0.003
Si	9.516	6.787	5.432	-0.003	0.006	0.006
Si	6.8	9.518	5.439	0.013	0.006	0.003
Si	9.499	12.238	5.464	0.006	0.008	0.008
Si	12.233	15.002	5.467	0.012	0.008	0.011
Si	14.977	1.335	5.463	0.004	-0.002	0.012
Si	12.238	4.078	5.417	-0.004	0.001	0.001
Si	14.96	6.79	5.447	0.013	0.001	0.012
Si	12.222	9.529	5.455	-0.01	0	0.012
Si	14.941	12.271	5.451	-0.005	0	0.004
Si	2.718	16.331	6.802	0.001	0.005	0.006
Si	5.45	2.725	6.792	0	-0.002	-0.003
Si	2.737	5.441	6.804	0.003	-0.001	0.001
Si	5.444	8.146	6.789	-0.001	-0.002	0
Si	2.733	10.871	6.812	0.003	-0.005	-0.002
Si	5.438	13.597	6.792	-0.003	0.007	-0.004
Si	8.176	16.323	6.789	0.004	-0.006	0
Si	10.873	2.721	6.778	0.003	-0.007	-0.004
Si	8.152	5.433	6.788	-0.003	-0.006	0.003
Si	10.866	8.156	6.8	0	0.006	-0.001
Si	8.144	10.878	6.816	-0.006	0.002	0.004
Si	10.879	13.606	6.801	0.001	0.001	0
Si	13.601	16.33	6.834	0.001	-0.006	0.003
Si	0.012	2.722	6.798	-0.006	0	0.005
Si	13.596	5.429	6.795	0.003	0.003	0
Si	0.002	8.162	6.795	0	0.004	0.005
Si	13.59	10.893	6.803	0.005	0	0.004
Si	-0.008	13.615	6.812	-0.009	0.007	-0.005
Si	1.366	1.369	8.166	0.004	0	-0.006
Si	4.095	4.083	8.161	0.011	0.007	0.002
Si	1.362	6.8	8.154	-0.008	-0.004	-0.005
Si	4.087	9.504	8.161	-0.004	0.003	-0.007
Si	1.364	12.243	8.156	0.001	0.005	-0.002
Si	4.075	14.956	8.153	-0.007	-0.013	-0.004
Si	6.806	1.357	8.149	-0.008	-0.006	-0.004
Si	9.516	4.076	8.147	0	-0.001	-0.006
Si	6.803	6.795	8.154	0	0.002	0.001
Si	9.511	9.515	8.164	-0.007	-0.002	0.004
Si	6.792	12.246	8.168	-0.001	-0.001	-0.006
Si	9.526	14.969	8.162	0.013	0.009	-0.004
Si	12.232	1.38	8.163	0.019	0.006	0.005
Si	14.96	4.077	8.155	0.002	-0.007	0.003
Si	12.24	6.8	8.152	0.002	0	-0.005
Si	14.962	9.529	8.151	0.009	0.005	-0.004
Si	12.232	12.245	8.165	-0.01	-0.001	0
Si	14.953	14.959	8.182	-0.01	-0.006	0.001
Si	0	16.328	9.523	0	0.004	-0.001
Si	2.727	2.728	9.519	-0.006	0.001	-0.002
Si	-0.002	5.444	9.512	0	0.002	0.001
Si	2.718	8.156	9.522	0.006	-0.003	0.002
Si	0.001	10.883	9.518	0	0.001	0.002
Si	2.719	13.599	9.52	0.002	0.004	0.002
Si	5.442	16.317	9.509	-0.003	-0.002	-0.003
Si	8.163	2.717	9.515	-0.002	-0.002	-0.002
Si	5.446	5.443	9.523	0.002	0	-0.002
Si	8.158	8.152	9.52	-0.008	0	-0.001
Si	5.438	10.874	9.521	0.002	0	0
Si	8.163	13.606	9.518	0.001	0.004	-0.003
Si	10.883	16.328	9.524	0.001	-0.01	-0.006
Si	13.596	2.731	9.522	-0.01	-0.001	0
Si	10.878	5.439	9.51	-0.001	-0.003	0.005
Si	13.603	8.164	9.509	0.007	0.008	0.002
Si	10.875	10.879	9.518	0.006	0.004	-0.002
Si	13.592	13.597	9.532	0.008	-0.006	0.001
Si	1.357	14.962	10.877	0	-0.007	0.001
Si	4.082	1.36	10.87	0.006	-0.001	-0.002
Si	1.359	4.087	10.872	0.006	-0.001	-0.001
Si	4.079	6.798	10.88	-0.001	-0.006	0.003
Si	1.356	9.517	10.882	0.002	0.005	0
Si	4.075	12.232	10.88	-0.003	-0.005	0
Si	6.804	14.964	10.877	-0.002	-0.004	-0.003
Si	9.522	1.365	10.884	0.006	-0.006	0
Si	6.808	4.082	10.876	-0.01	0.003	0
Si	9.524	6.797	10.878	-0.007	0.011	0.003
Si	6.801	9.514	10.877	0.006	0.004	0
Si	9.521	12.242	10.878	-0.005	-0.005	0.002
Si	12.239	14.965	10.886	0.004	0.004	0.003
Si	14.953	1.366	10.876	-0.002	0.001	-0.002
Si	12.239	4.091	10.882	0.015	-0.001	0
Si	14.96	6.806	10.876	0.003	-0.005	0
Si	12.243	9.521	10.873	-0.008	0.004	-0.001
Si	14.957	12.237	10.883	-0.005	0.004	-0.001
Si	2.715	16.326	12.23	0.001	-0.001	0.002
Si	5.44	2.724	12.227	0.004	-0.004	-0.003
Si	2.714	5.442	12.239	0	0.003	0.004
Si	5.44	8.158	12.237	0	0.006	-0.002
Si	2.714	10.875	12.245	0.002	0	0.004
Si	5.447	13.592	12.227	0.001	0.001	0.001
Si	8.163	16.324	12.243	-0.008	0	0.001
Si	10.885	2.726	12.243	-0.004	0.003	0.002
Si	8.168	5.437	12.241	0.001	-0.008	0.002
Si	10.888	8.16	12.233	0.016	0.004	0
Si	8.17	10.868	12.231	-0.009	-0.001	-0.003
Si	10.882	13.599	12.242	-0.003	-0.001	-0.002
Si	13.6	16.327	12.243	0.001	-0.007	0.001
Si	-0.013	2.736	12.227	-0.003	-0.007	-0.003
Si	13.597	5.454	12.242	-0.004	0.006	0.003
Si	-0.003	8.157	12.248	0.002	0.001	0.004
Si	13.6	10.875	12.243	0.007	0	-0.002
Si	-0.009	13.607	12.237	0.002	-0.002	0
Si	1.338	17.69	13.577	-0.002	0.009	-0.001
Si	4.075	4.076	13.587	0.003	-0.005	-0.003
Si	1.355	6.792	13.612	0.017	-0.013	0.006
Si	4.073	9.505	13.601	0.001	0.006	0.003
Si	1.341	12.238	13.591	-0.007	0.007	-0.001
Si	4.085	14.96	13.572	0.007	-0.006	0.005
Si	6.804	17.699	13.591	-0.009	0.002	0.003
Si	9.534	4.088	13.608	0.002	-0.001	0.012
Si	6.805	6.8	13.593	-0.005	0.004	0.005
Si	9.539	9.52	13.598	-0.01	0	-0.004
Si	6.806	12.221	13.582	0.012	-0.009	-0.004
Si	9.528	14.962	13.602	-0.005	-0.002	0.008
Si	12.25	17.692	13.606	0.011	-0.007	0.002
Si	14.959	4.098	13.6	-0.003	-0.002	-0.002
Si	12.24	6.811	13.609	-0.011	0.011	0.005
Si	14.948	9.51	13.61	-0.004	0.006	0.01
Si	12.244	12.239	13.603	0.006	-0.005	0.004
Si	14.955	14.967	13.605	0.004	0	0.001
Si	-0.019	16.35	14.956	0.001	0.004	0
Si	2.683	2.733	14.933	0.005	-0.012	-0.003
Si	-0.012	5.444	14.985	-0.007	0.007	-0.004
Si	2.723	8.14	14.974	-0.008	0.006	0
Si	-0.017	10.877	14.96	0.007	0.005	0.008
Si	2.712	13.608	14.921	0.008	-0.004	-0.003
Si	5.436	16.332	14.925	0.004	-0.004	0.001
Si	8.168	2.733	14.961	-0.005	0.004	-0.002
Si	5.44	5.434	14.941	0.004	-0.003	0.008
Si	8.187	8.147	14.947	-0.001	0.005	-0.002
Si	5.449	10.859	14.945	-0.003	0	0
Si	8.174	13.57	14.936	-0.01	-0.008	-0.003
Si	10.893	16.329	14.961	-0.002	-0.001	0.003
Si	13.603	2.748	14.966	-0.004	0.002	0.001
Si	10.889	5.452	14.976	0.01	-0.001	-0.007
Si	13.591	8.158	14.991	0.002	-0.004	0
Si	10.901	10.87	14.972	0.004	0.001	0.002
Si	13.598	13.604	14.965	0.001	0	-0.001
O	1.935	15.152	23.017	-0.069	-0.375	0.371
O	-0.364	17.774	34.067	0.088	-0.008	-0.522
O	10.081	13.639	33.528	0.014	0.304	-0.146
O	8.116	16.258	22.059	0.152	0.09	0.576
O	11.506	13.39	26.86	0.244	-0.186	-0.299
O	8.858	8.839	33.265	0.268	0.157	-0.197
O	12.386	4.153	28.525	-0.378	0.221	0.083
O	8.083	10.914	22.139	0.126	0.119	0.58
O	4.353	6.932	26.916	0.077	-0.142	-0.353
O	9.421	6.322	23.325	-0.197	-0.081	0.189
O	2.058	11.03	27.683	0.136	-0.416	0.251
O	9.415	14.933	27.319	0.231	0.499	-0.136
O	13.655	16.36	22.25	-0.206	0.141	0.409
O	12.164	3.721	23.429	-0.202	-0.663	0.334
O	0.474	5.57	33.102	-0.294	-0.105	-0.022
O	7.712	4.165	33.994	0.098	0.008	-0.545
O	2.384	20.39	34.048	-0.126	-0.163	-0.234
O	1.223	9.188	22.929	-0.365	-0.449	0.179
O	2.319	9.602	34.001	-0.068	-0.033	-0.488
O	4.95	18.521	26.247	-0.269	-0.139	-0.468
O	5.998	6.024	33.237	-0.028	-0.182	-0.307
O	6.935	12.57	24.354	0.268	-0.408	-0.371
O	5.067	12.332	33.982	0.132	0.109	-0.508
O	3.364	5.813	29.06	-0.287	0.133	-0.016
O	7.864	15.078	34.034	0.13	0.102	-0.251
O	12.439	5.25	33.178	0.275	0.191	-0.305
O	10.325	14.395	24.865	0.007	0.693	-0.276
O	8.348	10.017	30.988	0.267	0.189	-0.104
O	9.217	18.386	23.068	0.456	-0.089	0.429
O	0.736	8.719	27.181	-0.175	-0.021	0.421
O	10.548	6.947	33.986	-0.165	-0.191	-0.598
O	-2.07	14.265	30.854	-0.263	0.485	0.23
O	0.172	19.241	25.459	-0.374	0.306	-0.132
O	4.748	13.996	24.861	-0.21	-0.14	-0.145
O	2.744	5.446	22.229	0.077	-0.135	0.588
O	7.877	5.011	27.916	-0.272	-0.052	0.139
O	8.819	6.406	25.845	-0.272	0.333	-0.107
O	9.485	7.025	28.278	0.237	-0.512	0.37
O	2.483	13.157	29.133	0.173	0.017	0.326
O	-2.375	8.306	30.515	-0.156	0.233	0.012
O	13.08	15.141	34.243	-0.156	-0.182	-0.428
O	5.821	8.1	25.135	0.426	-0.15	-0.086
O	12.429	13.125	32.314	-0.019	0.078	0.092
O	6.619	8.311	32.032	0.112	-0.14	-0.379
O	6.933	10.661	33.142	0.246	0.113	-0.448
O	9.177	4.057	24.77	0.064	-0.323	0.256
O	-0.079	14.041	29.17	0.118	0.102	-0.633
O	12.632	10.019	23.131	-0.077	-0.074	0.123
O	3.595	16.26	31.943	-0.07	0.12	-0.57
O	13.16	20.049	31.035	0.253	-0.349	-0.137
O	11.118	18.266	28.228	0.015	-0.222	-0.382
O	3.649	9.291	24.139	0.138	0.581	0.173
O	3.814	17.01	23.069	0.18	-0.185	0.385
O	5.976	16.675	33.092	0.078	0.064	-0.28
O	11.829	19.075	33.032	-0.148	-0.177	0.337
O	-1.431	8.081	33.005	-0.109	-0.261	0.068
O	11.123	11.207	33.485	-0.527	-0.379	-0.439
O	-0.083	7.024	31.02	0.004	-0.135	-0.225
O	-0.465	11.076	26.979	-0.074	0.648	0.33
O	1.381	15.939	33.311	0.002	-0.061	-0.408
O	6.034	9.386	22.921	-0.178	0.294	0.392
O	11.306	8.565	27.039	-0.113	0.122	-0.36
O	9.026	12.553	26.131	0.268	-0.648	-0.022
O	9.26	9.549	28.542	-0.193	0.225	-0.351
O	5.407	18.92	22.156	-0.214	0.094	0.491
O	-0.809	18.753	29.737	-0.12	-0.38	0.785
O	-1.565	4.907	29.272	0.185	0.509	-0.307
O	1.007	3.653	23.108	-0.282	0.181	0.348
O	4.169	4.159	30.895	0.023	-0.098	0.229
O	7.295	18.826	27.454	0.223	-0.308	-0.01
O	2.954	15.768	25.336	-0.032	0.095	0.449
O	-0.924	18.175	23.185	-0.012	0.349	0.447
O	0.022	13.579	22.179	0.189	-0.153	0.251
O	4.776	12.442	22.811	-0.055	-0.077	0.295
O	11.146	16.645	33.209	-0.301	-0.359	-0.357
O	6.711	16.542	26.331	0.367	-0.153	-0.56
O	2.796	10.961	21.942	-0.122	0.109	0.256
O	4.24	7.992	33.167	-0.178	0.215	-0.26
O	-1.72	11.711	31.576	-0.519	-0.226	-0.445
O	2.341	18.537	26.858	0.066	-0.262	-0.262
O	1.779	6.264	27.1	-0.167	-0.378	0.003
O	13.846	5.069	25.021	0.28	-0.282	-0.065
O	13.402	11.804	27.75	-0.114	-0.38	0.458
O	9.385	14.396	29.876	-0.097	0.331	0.374
O	2.931	13.336	26.598	-0.259	-0.054	-0.305
O	-2.44	9.372	27.255	0.14	-0.262	0.283
O	10.935	8.18	22.286	-0.055	-0.007	0.318
O	4.614	7.151	22.992	0.367	-0.39	0.457
O	-0.213	9.627	31.202	0.508	0.037	-0.273
O	11.803	14.608	22.821	-0.128	-0.044	0.509
O	5.219	18.073	30.993	0.262	-0.275	-0.319
O	11.247	5.513	25.126	0.181	0.414	0.094
O	-1.939	11.977	22.929	0.161	-0.193	0.338
O	11.522	12.864	29.34	0.326	-0.106	0.23
O	-0.075	17.614	27.496	-0.06	-0.518	-0.091
O	0.742	12.087	30.733	0.16	-0.295	-0.216
O	10.095	12.304	31.381	-0.499	-0.316	0.116
O	-1.46	13.575	33.293	0.417	-0.293	-0.245
O	7.401	4.061	22.915	-0.06	0.482	0.365
O	12.24	3.212	26.074	-0.004	-0.283	-0.176
O	13.877	11.006	25.252	0.084	-0.193	0.076
O	9.304	18.582	33.117	-0.208	-0.304	-0.4
O	-1.335	6.987	23.472	0.11	0.545	0.106
O	3.195	13.994	33.168	0.047	-0.354	-0.146
O	-0.554	6.693	25.956	-0.08	0.012	0.297
O	9.768	12.836	22.877	-0.305	-0.008	0.188
O	6.271	14.615	22.863	-0.169	0.045	0.14
O	10.652	18.009	30.898	0.149	0.067	-0.35
O	13.309	7.561	25.489	-0.285	0.236	-0.271
O	13.173	9.689	34.116	-0.103	-0.043	-0.214
O	3.7	4.434	26.851	0.124	0.188	-0.627
O	6.96	7.403	27.401	0.036	0.22	0.589
O	13.706	18.239	27.865	0.124	0.024	-0.465
O	-1.477	16.281	29.295	0.09	0.231	0.452
O	7.127	15.321	28.643	-0.424	-0.106	0.394
O	0.42	11.26	33.17	-0.31	0.206	0.121
O	4.08	18.486	33.313	-0.126	0.099	-0.368
O	12.586	6.078	30.359	-0.558	-0.222	0.357
O	5.146	9.34	27.368	-0.398	0.025	0.011
O	13.606	14.252	28.334	-0.106	0.192	-0.236
O	4.176	18.938	28.734	-0.081	-0.198	-0.017
O	2.424	6.119	31.481	0.257	0.185	0.134
O	0.521	3.8	27.985	0.345	0.613	-0.116
O	11.391	8.344	29.635	-0.156	0.379	0.624
O	-1.975	19.714	33.312	0.211	0.163	-0.496
O	1.468	10.329	25.26	-0.125	0.474	-0.196
O	6.437	3.663	29.644	-0.017	0.517	0.431
O	1.459	17.513	24.028	0.101	0.031	0.342
O	6.717	11.289	26.589	-0.058	-0.271	-0.455
O	0.618	4.503	30.605	0.478	-0.525	0.101
O	6.886	13.914	26.545	-0.208	0.219	0.183
O	4.55	11.8	28.085	0.061	0.296	0.362
O	9.138	16.862	29.113	-0.353	0.112	0.127
O	4.718	15.142	27.257	-0.328	0.004	0.421
O	4.899	6.703	30.974	0.279	0.303	-0.585
O	7.222	18.592	24.836	-0.398	-0.428	-0.178
O	1.653	14.587	31.116	-0.158	0.107	-0.035
O	13.549	5.432	22.087	0.108	-0.075	-0.043
O	13.194	7.152	28.159	0.15	-0.433	-0.064
O	12.008	12.384	24.113	-0.027	-0.207	0.585
O	1.7	7.711	24.971	0.204	-0.466	-0.171
O	6.743	10.538	29.052	-0.355	-0.077	0.461
O	8.925	11.968	29.163	-0.14	0.028	-0.64
O	9.022	19.446	29.359	0.013	0.432	0.221

Results
total energy: -101658.263 eV
total energy less fixed offsets of O -438.35, Si -107.03 eV per atom: -5.063 eV
